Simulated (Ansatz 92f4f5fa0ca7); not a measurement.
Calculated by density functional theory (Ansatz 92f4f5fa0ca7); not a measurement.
Periodic cell of 226 atoms, Si133O92P1, from a study of silicon, its oxide and their interface. The atomic structure is a simulated model.
Doubt: the cutoff is far below the 930 eV that the study's wrapper takes by default for these files, so forces and energies are approximate.
This geometry differs little from another in the collection (a relaxation step or a small displacement).

Settings
functional: PBE
potential files: Ansatz PAW
basis: plane waves
wave-function cutoff: 580 eV
density cutoff ratio: 5
exchange-correlation grid ratio: 1
k mesh: 1 x 1 x 1, Gamma-centred
self-consistency stop: 5e-08 eV per atom in the density residual
occupations: fixed
spin: none
net charge: +1 e, with a uniform compensating background and no finite-size correction

Cell vectors (angstrom)
a, 10.938, 0, 0
b, 0, 10.938, 0
c, 0, 0, 31.9494

Atoms and the computed forces on them: element, x, y, z (angstrom), force x, y, z (eV/angstrom)
Si, 10.6287, -0.001, 24.3936, -0.0418, 0.0265, 0.1623
Si, 5.0699, 0.1256, 24.6618, 0.0377, 0.0312, 0.0875
Si, 2.8247, 2.2866, 24.5237, 0.0441, 0.0273, 0.1283
Si, 8.5737, 2.4414, 24.5389, -0.0064, -0.0063, 0.1652
Si, 10.7096, 5.5926, 24.3261, -0.0082, 0.0159, 0.1382
Si, 5.1564, 5.616, 24.4234, -0.0153, 0.0209, 0.2196
Si, 2.9839, 7.9639, 24.3874, 0.0195, -0.0687, 0.1327
Si, 8.4243, 7.8316, 24.4096, 0.003, -0.018, 0.1739
Si, 1.2889, 1.1318, 25.8302, -0.026, 0.0084, -0.0545
Si, 6.8271, 1.3432, 25.7439, 0.0122, -0.0471, -0.0591
Si, 4.0009, 4.0188, 25.738, -0.0531, 0.0398, -0.0495
Si, 9.6822, 4.0135, 25.8603, 0.0367, -0.0549, -0.0671
Si, 1.3413, 6.7962, 25.6594, 0.0049, -0.0141, -0.028
Si, 6.7947, 6.7146, 25.7566, -0.0334, 0.0208, -0.0811
Si, 3.9972, 9.4657, 25.95, 0.0112, -0.0118, -0.0316
Si, 9.4849, 9.4463, 25.7905, -0.0305, 0.0185, -0.0295
Si, 2.6385, -0.125, 27.2759, 0.0294, 0.0154, 0.0149
Si, 8.1389, -0.0689, 27.142, 0.0322, 0.0192, -0.0181
Si, 0.0854, 2.6531, 27.2117, -0.019, 0.0167, -0.0071
Si, 5.4655, 2.7281, 27.1187, -0.0337, -0.0293, 0.0306
Si, 2.6627, 5.4167, 27.1056, 0.0312, 0.0063, -0.0068
Si, 8.1828, 5.3598, 27.1375, -0.0037, 0.0384, 0.0415
Si, 0.0011, 8.1436, 27.1173, 0.0057, -0.0084, 0.0209
Si, 5.5099, 8.148, 27.1785, 0.0245, -0.0168, 0.0044
Si, 4.0886, 1.3282, 28.5195, 0.0239, 0.0241, -0.0501
Si, 9.5409, 1.3242, 28.4962, -0.0247, -0.0292, -0.0323
Si, 1.3892, 4.0678, 28.5648, 0.0308, -0.0146, 0.0273
P, 6.8104, 4.0609, 28.5231, 0.0105, -0.005, 0.0272
Si, 4.0883, 6.7735, 28.4783, -0.012, -0.0433, -0.0417
Si, 9.5535, 6.7758, 28.5052, 0.012, -0.0155, -0.0437
Si, 1.294, 9.4821, 28.6151, -0.0476, -0.0462, 0.0681
Si, 6.8245, 9.5387, 28.561, -0.0062, -0.0107, 0.0267
Si, -0.0484, -0.0187, 29.9381, 0.0151, -0.0164, -0.0406
Si, 5.4481, -0.0225, 29.9034, 0.019, -0.0154, -0.0119
Si, 2.7648, 2.7103, 29.907, -0.0239, 0.043, -0.016
Si, 8.1774, 2.7093, 29.8792, 0.0143, 0.0125, 0.0023
Si, -0.0073, 5.441, 29.8974, -0.017, -0.0124, -0.0139
Si, 5.4626, 5.4372, 29.8897, -0.0003, 0.0187, -0.0028
Si, 2.7401, 8.1371, 29.9149, -0.0207, 0.0402, -0.0347
Si, 8.2255, 8.1811, 29.885, -0.0272, 0.017, -0.0024
Si, 1.3663, 1.3672, 31.2583, 0.0027, 0.0042, 0.0086
Si, 6.802, 1.3723, 31.2624, 0.0017, -0.0101, 0.0111
Si, 4.1222, 4.0641, 31.281, -0.0081, -0.0201, 0.0052
Si, 9.5418, 4.1023, 31.2568, -0.0025, -0.0009, -0.0046
Si, 1.357, 6.813, 31.2796, -0.0003, -0.0112, 0.0073
Si, 6.8482, 6.8354, 31.2464, 0.003, -0.0019, -0.0029
Si, 4.0806, 9.5569, 31.268, 0.0075, -0.008, 0.0045
Si, 9.5539, 9.5446, 31.2967, -0.0032, -0.0049, 0.0012
Si, 2.7375, 0.015, 0.6878, -0.0175, -0.0047, -0.007
Si, 8.205, 0.0231, 0.6699, -0.008, 0.0071, -0.0043
Si, 0.0016, 2.7446, 0.6758, -0.0067, 0.0064, -0.0052
Si, 5.4843, 2.7437, 0.7301, 0.0011, 0.0165, -0.0142
Si, 2.7479, 5.4666, 0.6763, 0.009, 0.0007, -0.0028
Si, 8.208, 5.4941, 0.6874, 0, -0.0012, -0.0082
Si, 0.0186, 8.2121, 0.7155, -0.0094, 0.0039, -0.0076
Si, 5.4735, 8.2157, 0.6823, 0.0006, -0.0023, -0.0097
Si, 4.097, 1.3802, 2.0794, 0.0055, -0.0005, -0.0159
Si, 9.6002, 1.3619, 2.0413, -0.0291, 0.0142, 0.0162
Si, 1.3555, 4.1434, 2.0523, 0.0194, -0.0171, -0.0111
Si, 6.842, 4.1579, 2.0632, 0.0311, -0.0235, 0.0126
Si, 4.0958, 6.8538, 2.041, 0.0003, -0.014, 0.0119
Si, 9.5837, 6.8506, 2.0777, -0.0152, -0.0109, -0.0134
Si, 1.3715, 9.6189, 2.0707, 0.0317, -0.0046, 0.0131
Si, 6.8321, 9.6287, 2.0426, 0.0403, -0.0171, -0.0087
Si, 0.0258, 0.0416, 3.4774, 0.0026, 0.0171, 0.0225
Si, 5.4815, 0.0377, 3.4565, 0.0043, -0.0047, 0.0351
Si, 2.7111, 2.7706, 3.4071, -0.0364, 0.0218, -0.0062
Si, 8.2578, 2.7835, 3.3528, 0.0341, 0.0261, -0.0766
Si, 0.0304, 5.5193, 3.4766, 0.0288, 0.0096, 0.0439
Si, 5.4705, 5.5331, 3.4351, -0.0177, 0.0252, -0.0006
Si, 2.7419, 8.242, 3.4026, -0.0147, 0.0029, -0.0266
Si, 8.2401, 8.2914, 3.388, 0.0017, 0.074, -0.0207
Si, 1.374, 1.4605, 4.8529, -0.0213, -0.0042, -0.0174
Si, 6.9101, 1.479, 4.7279, -0.0325, -0.0239, 0.0171
Si, 4.0543, 4.1574, 4.7571, 0.0134, 0.0063, 0.0076
Si, 9.6057, 4.0827, 4.7862, -0.007, 0.0063, -0.0038
Si, 1.3709, 6.9783, 4.8467, -0.0321, -0.0103, -0.0185
Si, 6.8362, 7.0013, 4.7325, -0.0049, -0.0363, 0.0126
Si, 4.0961, 9.5714, 4.7954, 0.0059, 0.0231, 0.0017
Si, 9.6184, 9.5852, 4.8449, -0.008, -0.0175, -0.0195
Si, 2.7562, 0.0362, 6.1344, 0.0201, 0.0025, 0.0499
Si, 8.2931, 0.1278, 6.0927, -0.0028, -0.0079, 0.0395
Si, 0.0163, 2.8034, 6.3134, 0.0143, 0.0174, 0.037
Si, 5.5097, 2.8407, 6.0644, -0.0061, 0.0009, 0.0448
Si, 2.7545, 5.5957, 6.1399, 0.0035, -0.0032, 0.0426
Si, 8.2566, 5.6067, 5.9502, -0.0198, -0.009, 0.045
Si, 0.047, 8.3119, 6.3694, 0.0136, 0.0157, 0.0438
Si, 5.4998, 8.3072, 6.2292, 0.0074, 0.0108, 0.0479
Si, 4.4197, 1.1858, 7.3304, 0.0018, 0.0045, -0.0849
Si, 9.8101, 1.154, 7.6303, 0.0308, -0.0099, -0.0627
Si, 1.1767, 4.5125, 7.5148, -0.024, 0.0036, -0.0965
Si, 6.6424, 4.5458, 7.2453, 0.0124, 0.0162, -0.0822
Si, 4.3264, 6.707, 7.5486, 0.0064, -0.0111, -0.0839
Si, 9.7268, 6.6219, 7.5049, 0.0102, 0.0004, -0.0673
Si, 1.2816, 9.9468, 7.7094, -0.029, -0.0076, -0.1212
Si, 6.7202, 9.9754, 7.4207, -0.0232, 0.0139, -0.0835
O, 9.5796, 1.2365, 23.974, 0.0186, 0.009, -0.043
O, 4.1, 6.8053, 23.9464, 0.0141, 0.005, -0.0502
O, 4.0001, 1.2235, 24.0197, 0.0145, 0.0291, 0.0064
O, 9.5487, 6.712, 23.8983, -0.023, -0.0234, -0.0173
O, -0.0241, 5.5607, 8.0139, 0.0015, -0.0226, 0.0002
O, 5.57, 0.1368, 7.9138, 0.01, -0.0154, -0.0057
O, 0.0748, 0.0963, 8.145, -0.0154, 0.005, -0.0017
O, 5.5406, 5.6175, 7.8788, -0.0099, -0.0018, -0.007
O, 7.6118, 3.9542, 8.4137, 0.0415, -0.0458, 0.0553
O, 8.7223, 7.0565, 8.7542, -0.0457, 0.0488, 0.0455
O, 2.1841, 9.4594, 9.0305, 0.0684, -0.045, 0.0767
O, 8.8958, 1.6779, 8.9244, -0.0489, 0.0464, 0.0424
O, 7.6267, 9.4853, 8.7047, 0.038, -0.0435, 0.0531
O, 3.5891, 1.8296, 8.5826, -0.0288, 0.0493, 0.048
O, 3.5815, 7.2231, 8.9427, -0.0274, 0.044, 0.0519
O, 2.062, 4.0216, 8.8184, 0.0643, -0.0372, 0.0571
O, 8.1439, 3.5147, 23.3662, -0.0432, 0.0373, -0.0714
O, 0.4338, 4.9261, 22.9562, 0.0556, -0.08, -0.0912
O, 1.9193, 2.7795, 23.2553, -0.0618, 0.0327, -0.0914
O, 5.8278, 4.9059, 23.1078, 0.0695, -0.0683, -0.109
O, 5.5536, 9.9951, 23.5223, 0.038, -0.0356, -0.0608
O, 2.4499, 8.7024, 23.0147, -0.0596, 0.0592, -0.0928
O, 0.1896, 10.0591, 23.079, 0.0598, -0.0459, -0.0966
O, 7.7743, 8.5521, 23.0787, -0.0748, 0.0723, -0.1011
Si, 8.6566, 7.7037, 18.4392, 0.0003, 0.0007, -0.0384
Si, 8.786, 6.3596, 13.6307, -0.0041, 0.0041, 0.0202
Si, 3.7952, 1.5413, 14.7372, -0.0021, -0.0021, 0.0005
Si, 2.1406, 5.7518, 17.6188, -0.0081, -0.0069, -0.0334
Si, 2.4196, 3.148, 19.4817, -0.0116, 0.0033, -0.0334
Si, 9.8172, 9.0331, 12.0838, 0.0003, -0.0011, 0.0185
Si, 1.3336, 9.4223, 22.0553, 0.011, 0, 0.0674
Si, 9.1739, 0.9689, 13.196, 0.0013, 0.0025, 0.0193
Si, 1.4234, 5.0557, 13.0278, 0.0039, 0.0005, 0.0304
Si, 1.7959, 8.255, 12.8203, 0.0047, 0.0018, 0.01
Si, 6.6535, 9.548, 22.4167, 0.0162, -0.0167, 0.0532
Si, 4.5292, 4.6022, 15.7052, 0.0037, 0.0086, -0.011
Si, 8.2129, 3.0246, 9.5857, 0.0022, -0.0213, -0.0253
Si, 0.8423, 8.2459, 19.2496, -0.0015, 0.0154, -0.0256
Si, 6.9584, 1.3428, 21.0881, 0.0093, -0.0035, -0.034
Si, 8.2302, 8.3229, 9.6802, 0.01, -0.0135, -0.0297
Si, 10.8888, 5.2074, 15.6056, -0.0038, 0.0042, -0.013
Si, 7.5685, 9.5076, 16.3179, -0.0013, -0.0071, -0.0171
Si, 9.9368, 2.0564, 20.2931, -0.0001, 0.0012, -0.0306
Si, 3.22, 8.5136, 9.9211, -0.0325, 0.0032, -0.045
Si, 6.697, 3.3473, 17.4042, -0.0009, 0.0053, -0.0251
Si, 1.1681, 0.2138, 19.791, 0.0069, -0.009, -0.0367
Si, 3.2361, 2.8161, 12.3017, -0.0019, -0.0072, 0.0182
Si, 7.2167, 5.396, 19.674, 0.003, -0.0098, -0.0346
Si, 5.7494, 8.6743, 11.5489, 0.0003, -0.0022, 0.0197
Si, 5.7864, 6.0758, 13.1996, 0.0039, 0.0022, 0.0173
Si, 4.6323, 9.7074, 17.6231, -0.0035, -0.0065, -0.027
Si, 1.0244, 3.5999, 22.162, -0.0055, 0.0347, 0.0784
Si, 4.8995, 1.4844, 18.7991, 0.0027, -0.0015, -0.036
Si, 3.1935, 3.0875, 9.5235, -0.0278, -0.0127, -0.0306
Si, 6.4525, 10.8265, 13.7918, 0.0007, -0.003, 0.0062
Si, 10.35, 0.1217, 15.9714, 0.0042, 0.0056, -0.0187
Si, 5.6615, 3.6607, 11.155, 0.009, -0.0102, 0.0276
Si, 9.8449, 3.9019, 11.9046, -0.012, -0.0038, 0.0206
Si, 2.3427, 9.9262, 15.5459, -0.0022, -0.0068, -0.0147
Si, 6.072, 8.1204, 19.7975, 0.0005, 0.0083, -0.0384
Si, 6.9387, 3.9699, 22.3591, -0.0114, 0.0217, 0.0457
Si, 9.758, 2.7805, 17.3647, 0.0031, 0.0042, -0.0226
O, 7.1959, 6.3797, 13.9731, 0.0027, 0, -0.0094
O, 1.8838, 7.0621, 18.6716, 0.007, -0.013, 0.0208
O, 10.2929, 4.0429, 16.5329, -0.0026, -0.0032, 0.0105
O, 6.165, 9.9637, 17.0575, 0.005, -0.0038, 0.0095
O, 10.1462, 0.7118, 14.4702, 0.0054, -0.0042, 0.0043
O, 8.4445, 6.1199, 18.8532, 0.0018, 0.0038, 0.0257
O, 5.1732, 0.6907, 14.436, -0.0038, 0.0035, -0.0036
O, 5.7198, 2.0538, 17.5211, 0.0048, 0.0022, 0.0123
O, 8.3542, 1.9454, 20.5651, 0.0127, 0.0031, 0.0259
O, 1.9932, 4.3031, 18.3996, 0.0051, 0.0155, 0.0134
O, 6.9648, 2.8093, 10.6333, -0.0275, 0.007, -0.0053
O, 4.872, 2.7084, 12.2162, -0.009, -0.002, -0.013
O, 6.0317, 4.3941, 16.3453, 0.0025, -0.0015, 0.0067
O, 4.5643, 3.9186, 9.9327, 0.0196, 0.0078, -0.0058
O, 10.6973, 2.7621, 21.5634, -0.0189, -0.0238, -0.0057
O, 9.7211, 6.1619, 14.968, 0.0096, -0.0054, 0.0039
O, 6.0048, 6.4845, 19.8414, 0.0021, 0.0004, 0.0301
O, 4.0813, 0.1713, 18.2872, 0.0013, -0.0022, 0.0216
O, 9.259, 10.5539, 12.2767, -0.0011, 0.0121, -0.0155
O, 2.8557, 4.3584, 12.7098, -0.0059, 0.0086, -0.0206
O, 1.9117, 10.7112, 21.2062, 0.0002, 0.0186, -0.0099
O, 3.9963, 2.7227, 19.3861, 0.0051, -0.004, 0.0276
O, 0.7291, 10.0454, 15.9627, -0.0003, 0.0007, 0.0048
O, 1.2797, 9.8052, 18.8328, 0.0002, -0.0015, 0.0157
O, 1.7102, 1.671, 19.2687, 0.0028, 0.0021, 0.0249
O, 8.9402, 10.3967, 16.5016, -0.0018, -0.0036, 0.0096
O, 4.871, 8.584, 18.794, -0.0045, 0.0045, 0.0146
O, 9.5797, 8.755, 10.4873, 0.0163, 0.009, 0.0077
O, 6.7468, 4.0844, 18.8561, -0.0017, -0.0098, 0.0149
O, 2.8429, 1.7196, 13.4092, 0.0019, -0.0056, -0.0036
O, 5.8195, 8.7669, 21.2699, -0.0169, -0.0253, -0.0187
O, 2.5427, 2.4484, 10.8764, -0.0012, -0.0041, 0.0186
O, 7.6171, 4.8492, 21.1668, 0.0128, 0.025, -0.0252
O, 5.2104, 7.4824, 12.5543, 0.0007, -0.0109, -0.0098
O, 0.4342, 9.0686, 12.5038, 0.0038, -0.001, -0.0167
O, 7.5821, 1.0639, 13.5748, -0.0036, -0.0026, -0.0124
O, 7.1095, 9.641, 14.7469, 0.0032, -0.0025, 0.0051
O, 8.9782, 5.0314, 12.6956, -0.0011, 0.012, -0.0086
O, 8.0896, 8.044, 16.9151, -0.0039, 0.0073, 0.0054
O, 6.225, 2.5607, 21.9182, -0.0019, -0.0246, 0.0092
O, 2.4607, 9.0689, 14.1117, 0.0026, 0.0094, 0.0044
O, 0.4273, 4.493, 11.8623, 0.0097, 0.0047, -0.0208
O, 0.819, 8.3151, 20.9282, -0.0091, -0.0235, -0.0204
O, 9.3906, 3.8366, 10.3452, 0.0233, 0.0165, 0.0048
O, 9.6575, 2.3879, 12.5267, 0.0005, -0.0123, -0.014
O, 7.618, 8.5622, 19.4005, 0.0084, -0.0031, 0.0291
O, 2.5524, 8.1726, 11.3675, -0.0231, -0.0047, 0.0341
O, 3.9784, 3.0607, 15.3784, 0.0013, 0.0028, 0.0015
O, 0.8318, 4.4884, 14.4375, -0.0047, -0.0025, 0.0012
O, 10.0528, 3.0012, 18.9614, -0.0009, 0.0067, 0.0045
O, 9.144, 7.8059, 12.9445, -0.0011, -0.0106, -0.0094
O, 10.5151, 0.5354, 20.0735, 0.0009, -0.0032, 0.0269
O, 6.0306, 5.0459, 11.9316, -0.0013, 0.0184, -0.0091
O, 8.1574, 2.7456, 17.0165, -0.0022, -0.0005, 0.0115
O, 3.5389, 5.4832, 16.7264, -0.0003, 0.0002, 0.0133
O, 4.6706, 9.1337, 10.3836, 0.0257, 0.0032, -0.0051
O, 1.5371, 6.6762, 13.1849, -0.0035, -0.0065, -0.0185
O, 4.7613, 5.4924, 14.3418, -0.0043, -0.0084, 0.0022
O, 2.0482, 3.8592, 20.9182, 0.0288, -0.0064, -0.0244
O, 10.5535, 1.4138, 16.9532, 0.0003, -0.0028, 0.0117
O, 0.9499, 6.0763, 16.5486, 0.0025, 0, 0.0133
O, 7.3465, 10.9391, 21.9305, 0.0023, 0.0284, 0.0094
O, 5.9367, 0.9145, 19.9178, -0.0235, -0.0043, 0.0072
O, 6.0671, 10.0327, 12.4072, 0.0069, 0.019, -0.0036
O, 2.8489, 0.5476, 15.607, -0.0007, 0.0001, 0.0045
O, 7.0549, 8.0205, 10.778, -0.0285, 0.0009, -0.0008
O, 10.2427, 8.0218, 18.6883, -0.0069, -0.0053, 0.0227
O, 3.4432, 9.1991, 16.5812, 0.0043, 0.0019, 0.007

Results
free energy: -137633.806 eV
free energy less fixed offsets of O -568.88, P -755.39, Si -635.61 eV per atom: -5.326 eV

The program warned: the cutoff lies below the one the program advises for these potential files; the forces do not sum to zero within the program's tolerance; the exchange-correlation potential is rough where the density is thin.
